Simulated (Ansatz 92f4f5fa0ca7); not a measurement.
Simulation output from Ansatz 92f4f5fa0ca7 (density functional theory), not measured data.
Periodic cell of 442 atoms, Si288O154, from a study of silicon, its oxide and their interface. The atomic structure is a simulated model.
Doubt: the cutoff is far below the 930 eV that the study's wrapper takes by default for these files, so forces and energies are approximate.
This geometry differs little from another in the collection (a relaxation step or a small displacement).

Settings: functional PBE; potential files Ansatz PAW; basis plane waves; wave-function cutoff 580 eV; density cutoff ratio 5; exchange-correlation grid ratio 1; k mesh 1 x 1 x 1, Gamma-centred; self-consistency stop 5e-08 eV per atom in the density residual; occupations fixed; spin none; net charge 0.

Cell vectors (angstrom)
a	15.4687	0	0
b	0	15.4687	0
c	7.2768	1.9955	33.3314

Atoms and the computed forces on them: element, x, y, z (angstrom), force x, y, z (eV/angstrom)
Si	7.107	2.304	24.371	0	0.005	-0.015
Si	7.298	5.463	24.415	0	0.004	0.019
Si	7.305	10.025	24.38	0.007	0.007	-0.033
Si	7.278	-2.278	24.419	0.003	0.013	0.023
Si	11.011	2.426	24.55	-0.005	0.004	-0.016
Si	11.182	5.579	24.575	0	0.005	0.016
Si	11.035	10.196	24.398	-0.028	0.015	-0.046
Si	11.366	-2.111	24.492	-0.001	0.004	0.031
Si	14.813	2.491	24.417	0.002	0.003	-0.016
Si	15.112	5.658	24.581	0	0.008	0.016
Si	15.136	10.121	24.494	0	0.01	-0.014
Si	15.31	-2.211	24.56	0.008	0	0.024
Si	3.288	2.807	24.577	0.003	0.007	0.007
Si	3.371	5.28	24.678	-0.003	0.008	0.011
Si	3.323	9.92	24.56	-0.005	0.005	-0.017
Si	3.402	-2.415	24.596	-0.012	0.01	0.023
Si	9.051	2.046	25.777	0.002	0	0.011
Si	9.189	5.85	25.801	0.003	-0.01	-0.005
Si	9.186	9.805	25.8	-0.001	-0.005	0.014
Si	9.279	-1.836	25.669	0.002	-0.014	-0.013
Si	12.978	2.061	25.82	0.001	-0.003	0.011
Si	13.124	5.906	25.856	0.002	-0.013	-0.003
Si	13.067	9.758	25.623	0.022	-0.016	0.025
Si	13.274	-1.843	25.802	-0.01	-0.02	-0.004
Si	16.823	2.049	25.717	-0.001	0.001	0.008
Si	16.972	5.804	25.984	0.001	-0.006	-0.005
Si	16.933	9.757	25.966	-0.002	-0.002	0.009
Si	17.068	-2.007	26.052	0.002	-0.006	-0.014
Si	5.217	2.065	25.763	0	-0.002	0.007
Si	5.375	5.778	25.802	0.007	-0.007	-0.007
Si	5.363	9.685	25.729	-0.008	-0.003	0.018
Si	5.382	-1.974	25.789	0.002	-0.006	-0.005
Si	9.155	3.941	27.215	0	0.009	-0.014
Si	9.197	7.826	27.12	0	-0.002	-0.002
Si	9.225	11.737	27.16	0.002	0.007	-0.009
Si	9.185	0.075	27.085	0	-0.003	0
Si	13.058	3.965	27.236	-0.001	0.011	-0.015
Si	13.07	7.88	27.117	-0.001	-0.001	-0.003
Si	13.128	11.649	27.134	0	0.026	-0.007
Si	13.102	0.095	27.142	0.002	-0.002	0.002
Si	16.869	3.86	27.284	0.002	0.004	-0.007
Si	16.942	7.787	27.239	0.001	-0.002	0
Si	16.967	11.595	27.418	-0.002	0.004	-0.001
Si	16.956	0.093	27.123	0.001	-0.001	0
Si	5.35	3.906	27.247	0.001	0.004	-0.005
Si	5.363	7.762	27.111	0	-0.003	0
Si	5.357	11.591	27.194	0.002	0.006	0
Si	5.309	0.05	27.067	0	0	0.001
Si	7.264	3.933	28.609	-0.003	-0.005	0.006
Si	7.278	7.806	28.513	0.001	0.002	-0.001
Si	7.297	11.677	28.543	0.002	-0.005	0.004
Si	7.251	0.062	28.472	0.001	0	-0.002
Si	11.109	3.941	28.561	-0.002	-0.005	0.008
Si	11.136	7.826	28.5	-0.001	0.003	0
Si	11.172	11.687	28.508	0.003	-0.004	0.003
Si	11.131	0.069	28.485	-0.001	0.002	-0.001
Si	14.961	3.918	28.627	0	-0.005	0.01
Si	14.98	7.81	28.544	0.002	0.002	-0.001
Si	14.973	11.636	28.622	0.007	-0.009	0.002
Si	15.026	0.079	28.52	0.001	0.005	-0.002
Si	3.39	3.9	28.574	-0.002	-0.003	0.008
Si	3.443	7.785	28.536	-0.001	0.002	0
Si	3.475	11.627	28.639	0.001	-0.005	0.003
Si	3.414	0.068	28.505	-0.001	0.003	0
Si	7.276	1.97	29.909	-0.001	0.001	0
Si	7.276	5.889	29.92	-0.001	0.001	-0.001
Si	7.283	9.734	29.903	-0.001	0	-0.001
Si	7.267	-1.853	29.897	0	0.002	-0.001
Si	11.142	1.989	29.899	0.001	0.002	0
Si	11.139	5.891	29.901	0	-0.001	-0.001
Si	11.143	9.749	29.892	0.001	0	-0.001
Si	11.147	-1.856	29.892	0	0	0
Si	15.007	1.974	29.938	0	0	0
Si	14.998	5.88	29.926	0	0.001	-0.001
Si	15.003	9.708	29.947	0	0.002	0.001
Si	15.003	-1.856	29.913	-0.002	0.001	-0.001
Si	3.419	1.973	29.921	0.001	0	0
Si	3.409	5.854	29.912	0	0.001	-0.001
Si	3.428	9.688	29.945	0.001	0.001	0.001
Si	3.417	13.611	29.914	0	0	0
Si	1.933	-0.002	3.408	0	-0.001	0
Si	1.937	3.862	3.415	0	0.001	0
Si	1.948	7.787	3.431	0	-0.001	0
Si	1.934	-3.895	3.437	0.001	-0.001	0
Si	5.796	-0.016	3.394	0	0.001	0
Si	5.798	3.864	3.411	0	0	0.001
Si	5.8	7.784	3.438	0	-0.001	0.001
Si	5.793	-3.93	3.425	0	-0.001	0
Si	9.668	0.016	3.395	0	0	0
Si	9.673	3.873	3.421	0	0.001	0
Si	9.66	7.767	3.433	0.001	-0.002	0
Si	9.669	-3.907	3.421	0	-0.002	0
Si	-1.933	-0.001	3.403	-0.001	0	0.001
Si	-1.933	3.868	3.425	0	-0.001	0
Si	-1.933	7.783	3.437	0	-0.001	0.001
Si	-1.93	-3.902	3.436	0	-0.001	0.001
Si	1.931	1.919	4.782	0.001	-0.003	0
Si	1.98	5.831	4.725	0	0.003	-0.001
Si	1.966	9.684	4.906	-0.003	0.001	0.002
Si	1.909	-1.943	4.752	-0.002	0.001	-0.006
Si	5.81	1.908	4.754	-0.001	-0.003	0.002
Si	5.81	5.829	4.732	0.003	0.003	-0.001
Si	5.778	9.671	4.934	0	0.001	0.003
Si	5.762	-1.977	4.703	-0.001	0.001	-0.005
Si	9.686	1.932	4.784	0.001	-0.003	0
Si	9.678	5.826	4.763	0.002	0.003	-0.001
Si	9.632	9.667	4.886	0	0.001	0.002
Si	9.664	-1.939	4.693	0.001	0.001	-0.006
Si	-1.934	1.913	4.784	0.002	-0.004	0.001
Si	-1.919	5.836	4.749	0.001	0.003	-0.001
Si	-1.931	9.68	4.914	0.002	0.002	0.003
Si	-1.93	-1.944	4.737	0	0	-0.006
Si	-0.005	1.901	6.15	0	0	-0.002
Si	0.053	5.86	6.048	0.004	0.004	0.003
Si	0.043	9.689	6.307	-0.001	0.003	-0.001
Si	-0.019	-1.923	6.117	0.002	0.001	0.002
Si	3.886	1.897	6.114	0	-0.001	0
Si	3.902	5.849	6.102	-0.002	-0.006	0.005
Si	3.861	9.692	6.408	0.001	0.004	0.001
Si	3.846	-1.992	6.079	0.002	0.001	0.005
Si	7.74	1.901	6.118	0.001	0.002	-0.001
Si	7.726	5.808	6.091	0	-0.004	0.003
Si	7.711	9.678	6.345	-0.001	0.004	0.001
Si	7.712	-1.99	5.986	-0.001	-0.001	0.005
Si	-3.853	1.915	6.167	0.003	-0.001	0
Si	-3.848	5.854	6.113	-0.001	-0.002	0
Si	-3.913	9.677	6.288	-0.001	0.004	-0.001
Si	-3.882	-1.919	6.041	-0.001	0	0.007
Si	0.011	-0.029	7.551	0	-0.002	-0.004
Si	0.058	3.916	7.351	0.001	0.005	0.001
Si	0.082	7.673	7.591	-0.004	-0.006	-0.002
Si	0.014	-3.765	7.615	-0.002	0.002	-0.003
Si	3.895	-0.075	7.423	0.001	0	-0.003
Si	3.967	3.872	7.373	0.001	0.008	0.006
Si	3.87	7.647	7.694	-0.001	-0.002	-0.009
Si	3.817	-3.721	7.733	0	-0.002	-0.003
Si	7.739	-0.107	7.361	0.001	0	-0.005
Si	7.755	3.856	7.423	-0.003	0.006	0.006
Si	7.71	7.632	7.613	0.005	0	-0.005
Si	7.672	-3.717	7.593	0.001	0	-0.003
Si	-3.869	-0.06	7.496	-0.001	0.001	-0.002
Si	-3.804	3.904	7.438	-0.009	0.005	0.001
Si	-3.87	7.701	7.643	0.007	-0.004	-0.004
Si	-3.998	-3.745	7.519	0	0.001	-0.004
Si	2.004	-0.567	8.73	0	0.01	0.006
Si	2.026	4.044	8.618	-0.002	-0.011	-0.003
Si	1.941	7.16	9.027	-0.004	-0.013	0.019
Si	1.859	-3.003	8.969	0	-0.006	0.01
Si	5.842	-0.558	8.669	-0.001	0.002	0.009
Si	5.848	4.042	8.79	0.001	-0.006	-0.02
Si	5.809	7.196	8.989	0	-0.006	0.024
Si	5.784	-2.998	8.888	0.003	-0.002	0.003
Si	-5.843	-0.625	8.671	0.003	0.002	0.005
Si	-5.764	4.073	8.7	0.002	-0.007	-0.013
Si	-5.835	7.203	8.912	-0.009	-0.004	0.011
Si	-5.888	-3.095	8.854	-0.001	-0.003	0.001
Si	-1.953	-0.355	8.875	0.002	-0.002	0.009
Si	-1.832	4.251	8.679	0.003	-0.006	-0.01
Si	-1.854	7.371	8.876	0.002	-0.006	-0.002
Si	-2.039	-3.479	8.769	0	-0.011	0.003
Si	9.21	1.996	31.283	0.016	-0.123	-0.071
Si	9.21	5.863	31.283	0.023	0.121	-0.017
Si	9.21	9.73	31.283	0.04	0.022	-0.105
Si	9.21	-1.872	31.283	-0.016	0.051	-0.211
Si	13.078	1.996	31.283	-0.115	-0.132	0.048
Si	13.078	5.863	31.283	-0.145	0.064	0.035
Si	13.078	9.73	31.283	-0.188	-0.068	0.075
Si	13.078	-1.872	31.283	-0.069	0.143	-0.05
Si	1.476	1.996	31.283	0.064	-0.076	0.049
Si	1.476	5.863	31.283	-0.017	0.092	-0.02
Si	1.476	9.73	31.283	0.054	-0.091	0.103
Si	1.476	13.597	31.283	0	0.02	-0.088
Si	5.343	1.996	31.283	0.072	-0.1	0.05
Si	5.343	5.863	31.283	-0.019	0.035	0.023
Si	5.343	9.73	31.283	0.215	-0.079	0.126
Si	5.343	13.597	31.283	0.034	0.142	-0.001
Si	9.21	3.929	32.65	0.007	0.011	-0.025
Si	9.21	7.796	32.65	0.031	0.013	0.017
Si	9.21	-3.805	32.65	-0.01	-0.023	-0.025
Si	9.21	0.062	32.65	0.029	-0.029	0.019
Si	13.078	3.929	32.65	-0.032	0.014	-0.024
Si	13.078	7.796	32.65	-0.077	0.02	0.027
Si	13.078	-3.805	32.65	-0.025	-0.002	-0.021
Si	13.078	0.062	32.65	-0.065	-0.021	0.028
Si	1.476	3.929	32.65	0.007	-0.004	-0.007
Si	1.476	7.796	32.65	0.002	0.045	0.032
Si	1.476	11.663	32.65	0.013	0.006	-0.015
Si	1.476	0.062	32.65	0	-0.033	0.023
Si	5.343	3.929	32.65	0.035	0.016	-0.015
Si	5.343	7.796	32.65	0.034	0.049	0.029
Si	5.343	11.663	32.65	-0.009	-0.022	-0.017
Si	5.343	0.062	32.65	0.025	-0.038	0.029
Si	0	1.934	0.686	-0.007	-0.009	-0.013
Si	0	5.801	0.686	-0.009	-0.041	0.044
Si	0	-5.801	0.686	0.004	0.017	-0.05
Si	0	-1.934	0.686	-0.01	0.027	0.021
Si	3.867	1.934	0.686	-0.001	-0.011	-0.022
Si	3.867	5.801	0.686	0.005	-0.025	0.043
Si	3.867	-5.801	0.686	-0.02	0.017	-0.053
Si	3.867	-1.934	0.686	0.023	0.012	0.025
Si	7.734	1.934	0.686	-0.026	-0.011	-0.022
Si	7.734	5.801	0.686	-0.017	-0.023	0.026
Si	7.734	-5.801	0.686	0.025	0.008	-0.058
Si	7.734	-1.934	0.686	-0.001	0.023	0.012
Si	-3.867	1.934	0.686	0.018	-0.001	-0.022
Si	-3.867	5.801	0.686	0.012	-0.015	0.039
Si	-3.867	9.668	0.686	0.019	0.012	-0.048
Si	-3.867	-1.934	0.686	0.004	0.017	0.019
Si	0	0	2.053	0.036	0.024	-0.124
Si	0	3.867	2.053	0.013	-0.012	0.009
Si	0	7.734	2.053	0.041	0.253	0.157
Si	0	-3.867	2.053	0.028	-0.237	0.111
Si	3.867	0	2.053	-0.071	0.023	-0.181
Si	3.867	3.867	2.053	-0.022	-0.065	-0.09
Si	3.867	7.734	2.053	0.061	0.252	0.048
Si	3.867	-3.867	2.053	-0.063	-0.215	0.051
Si	7.734	0	2.053	-0.015	0.02	-0.186
Si	7.734	3.867	2.053	0.027	-0.003	-0.008
Si	7.734	7.734	2.053	-0.047	0.224	0.093
Si	7.734	-3.867	2.053	-0.028	-0.239	0.06
Si	-3.867	0	2.053	0.016	0.026	-0.171
Si	-3.867	3.867	2.053	0.04	-0.011	-0.006
Si	-3.867	7.734	2.053	-0.022	0.236	0.148
Si	-3.867	11.602	2.053	0.054	-0.242	0.075
Si	6.243	1.643	10.931	-0.006	0.005	-0.012
Si	1.49	-3.961	12.095	-0.003	0	-0.005
Si	3.956	-1.48	17.769	0.005	-0.004	0.007
Si	-4.478	0.885	13.293	0	0	-0.009
Si	4.012	2.064	13.082	0.003	0	-0.013
Si	13.189	10.891	16.152	-0.006	-0.001	0.005
Si	6.099	-3.501	11.195	-0.001	0	-0.011
Si	13.068	-0.035	17.066	-0.001	0.003	-0.006
Si	9.113	1.73	15.343	-0.002	0.002	-0.006
Si	2.338	7.781	17.487	0.001	0.004	0.006
Si	-5.422	8.852	11.583	-0.002	-0.007	-0.01
Si	11.375	2.431	17.1	0.002	-0.001	-0.003
Si	-1.314	1.948	10.856	0.017	0.003	0.011
Si	13.285	6.337	17.762	-0.001	0.005	0.001
Si	-2.344	9.605	10.954	-0.003	0.004	-0.014
Si	1.669	6.634	14.552	-0.003	-0.003	-0.017
Si	3.08	-0.214	15.013	-0.004	0.003	-0.009
Si	1.855	1.678	10.793	-0.009	0.018	-0.009
Si	0.098	0.555	15.61	-0.002	-0.001	-0.009
Si	-1.854	2.34	13.904	0.004	-0.004	-0.007
Si	9.363	1.654	10.834	0.006	0.007	-0.009
Si	5.536	-3.654	16.199	0.006	-0.001	0
Si	2.201	8.486	11.98	0.003	-0.012	-0.014
Si	9.213	-3.636	11.164	0.001	0.003	-0.006
Si	4.126	-2.824	13.488	0	0.004	-0.008
Si	-0.677	4.86	15.426	-0.001	0	-0.007
Si	6.389	7.293	14.31	0.002	-0.003	-0.014
Si	10.815	9.482	21.354	0.001	0.005	0.004
Si	15.325	8.315	19.325	0.001	0.001	0.006
Si	16.727	2.941	17.087	0	-0.001	-0.002
Si	2.369	1.853	21.745	-0.006	0.006	-0.001
Si	-1.43	-4.018	13.147	-0.002	0	-0.016
Si	11.024	-2.252	16.083	0.004	0.001	0.001
Si	6.819	7.723	22.309	-0.003	-0.007	0.006
Si	3.62	7.549	22.536	-0.005	0.002	0.006
Si	4.226	3.283	16.863	0.003	-0.007	0.003
Si	9.605	7.231	14.363	0.001	-0.006	-0.011
Si	14.722	11.249	18.794	-0.001	-0.001	0.009
Si	8.185	-2.787	17.531	-0.001	0	0.002
Si	12.064	-3.677	20.076	0	-0.002	0.013
Si	5.4	8.842	11.758	0.002	-0.001	-0.009
Si	-5.48	4.516	15.559	0.001	-0.001	-0.01
Si	12.089	-1.091	21.583	0	-0.003	0.01
Si	14.919	7.936	22.408	0	-0.004	0.007
Si	12.951	4.695	20.362	-0.005	-0.01	0.011
Si	6.825	1.941	17.17	0	-0.002	0
Si	5.251	8.747	16.959	-0.002	0.006	-0.001
Si	11.238	8.48	16.803	0.002	0.001	-0.002
Si	7.402	-0.024	22.219	0	-0.006	0.007
Si	8.222	4.708	18.075	-0.001	-0.003	0.003
Si	14.916	2.411	21.436	0.002	0.002	0.012
Si	10.221	1.061	21.782	0.001	0.004	0.008
Si	10.367	3.334	19.868	-0.001	0.001	0.012
Si	12.155	7.109	22.022	0	-0.002	0.01
Si	3.46	6.276	19.899	-0.002	-0.001	0.011
Si	16.81	-2.12	19.555	0.003	-0.001	0.012
Si	14.332	-0.243	19.894	-0.005	0	0.01
Si	4.419	4.941	14.427	-0.002	0	-0.015
Si	1.773	-1.202	22.381	-0.003	-0.011	0.009
Si	-4.044	-2.151	13.009	0	0.004	-0.01
Si	2.915	3.481	19.488	0.002	0	0.007
Si	6.41	7.031	19.352	0.001	-0.001	0.008
Si	9.788	10.448	18.823	-0.004	0.002	0.006
Si	6.658	-0.495	19.124	0	-0.002	0.004
O	2.208	2.869	9.748	-0.003	-0.001	0.007
O	3.609	-1.394	14.037	0.004	-0.007	0.003
O	15.774	4.081	16.462	0.001	0.001	0.003
O	1.961	5.532	9.34	0.003	0.01	0.01
O	1.864	7.787	10.546	0.001	-0.008	-0.02
O	1.729	-3.323	10.603	0.004	0.008	-0.015
O	1.402	-5.574	11.961	-0.006	0.008	0.016
O	5.821	2.95	10.03	-0.001	0.003	0.009
O	-1.545	-4.404	14.718	0.004	0.001	0.003
O	-3.859	-0.539	12.787	0.001	-0.002	0.011
O	5.804	8.003	10.423	0.002	-0.011	-0.02
O	3.811	8.711	12.08	0.003	0	0.012
O	9.558	0.201	10.114	-0.002	-0.011	-0.002
O	9.23	3.278	14.789	0	-0.001	0.008
O	9.68	5.599	9.358	-0.001	0.006	0.01
O	14.366	7.319	18.476	0.002	0.002	-0.001
O	-3.36	1.713	14.181	-0.003	-0.004	0.005
O	-1.991	0.591	10.236	-0.006	-0.022	-0.007
O	-1.689	3.192	9.904	0	0	-0.008
O	-1.88	5.774	9.341	-0.001	0.022	0.012
O	9.229	4.325	19.292	0.003	-0.001	-0.005
O	-1.666	8.302	10.241	-0.003	-0.006	0.003
O	-1.65	-5.437	12.356	-0.004	-0.002	0.005
O	5.115	-2.631	12.192	0.001	0.002	0.002
O	4.771	4.532	15.973	0.002	0.005	-0.002
O	-5	1.758	12.023	-0.005	0.001	0.002
O	15.708	-0.939	19.405	0.004	-0.003	-0.007
O	-5.81	0.666	14.237	0.002	-0.001	0.006
O	2.992	5.71	14.378	0.003	-0.001	0.009
O	12.012	-3.496	16.401	0.002	-0.001	-0.001
O	2.634	-1.745	18.66	-0.008	-0.002	-0.001
O	2.676	1.954	12.158	-0.014	-0.005	-0.006
O	4.141	3.691	18.434	-0.002	0.001	-0.004
O	14.406	11.114	17.209	-0.005	-0.002	-0.005
O	4.456	-2.907	17.162	-0.002	-0.001	0.002
O	14.455	1.85	22.92	0	0	0.009
O	-0.622	1.39	14.405	-0.004	0.002	0.002
O	3.115	-1.46	23.277	0.007	0.002	-0.004
O	1.894	0.307	21.794	-0.003	-0.001	-0.017
O	16.013	1.501	16.868	0.001	0	0.003
O	3.627	8.737	17.186	0.002	-0.001	-0.001
O	3.065	7.438	20.994	0.001	0.001	0.001
O	13.082	6.055	21.225	0.001	0.011	-0.003
O	11.796	-0.886	16.521	-0.002	-0.007	0
O	7.988	7.109	14.567	-0.003	0.002	0.009
O	9.244	-5.198	11.698	-0.003	0.007	0.009
O	14.996	4.097	24.058	-0.002	-0.006	-0.006
O	9.637	2.246	20.832	0.001	-0.007	-0.003
O	14.661	9.784	19.477	0.001	-0.003	-0.006
O	5.253	2.029	16.76	-0.001	0.001	0.001
O	9.025	0.02	22.128	-0.002	-0.001	-0.008
O	7.671	-1.703	18.654	0	0	-0.005
O	8.471	11.235	18.269	0.004	-0.003	-0.002
O	14.121	3.716	20.894	0.003	-0.004	-0.007
O	7.087	0.879	18.364	0	0	-0.003
O	14.675	1.288	20.294	0.002	0.008	-0.005
O	11.033	11.507	18.853	0.002	-0.002	-0.003
O	-3.881	9.218	11.262	0.016	0.002	0.007
O	5.807	-5.08	11.495	0.001	0.004	0.01
O	3.042	8.872	23.299	-0.001	0.01	0.003
O	11.23	6.483	23.198	-0.002	-0.003	-0.003
O	6.939	1.342	23.018	0	0.011	0.007
O	2.871	4.836	20.396	0.001	0.002	-0.006
O	3.3	2.249	23.011	0.011	-0.006	-0.003
O	11.149	4.005	24.091	0.002	-0.001	-0.008
O	15.362	6.607	23.254	0	-0.005	-0.005
O	10.915	1.619	23.133	0.003	0.004	0.009
O	11.751	-1.19	23.174	0	0	-0.01
O	5.084	6.215	19.826	0.001	-0.001	-0.008
O	3.365	11.493	24.013	0.001	-0.013	-0.006
O	13.552	-3.34	19.522	-0.002	0	-0.008
O	3.237	2.165	20.397	-0.002	-0.002	-0.002
O	15.852	-1.319	23.258	-0.007	0	-0.005
O	9.44	8.032	10.318	0	-0.006	-0.009
O	10.552	9.51	22.964	0.005	-0.001	0.026
O	16.498	2.789	21.624	-0.003	0.001	-0.007
O	7.312	3.414	17.681	0.001	0.002	0
O	-2.592	-2.896	12.822	0.003	-0.003	0.009
O	11.19	7.93	20.994	0.002	-0.004	-0.006
O	14.419	-0.448	16.22	0	0	0.006
O	7.016	-1.345	23.088	0	-0.005	-0.01
O	7.235	3.889	23.87	-0.002	-0.007	-0.005
O	9.058	5.149	16.747	-0.002	0.003	0.002
O	7.407	9.084	23.011	0.002	0.012	0.011
O	7.299	11.616	23.887	0.001	-0.014	-0.001
O	11.467	4.141	20.746	0.004	0	-0.011
O	11.368	0.24	20.976	-0.003	0.001	-0.008
O	11.243	2.627	18.7	-0.001	0.003	0.002
O	13.828	5.826	16.313	0.003	-0.001	0.001
O	10.228	9.207	17.864	-0.001	0.001	-0.002
O	7.131	7.652	20.698	-0.001	0.002	0.001
O	-4.706	-2.339	14.481	0.003	0	0.003
O	4.993	-3.591	14.655	-0.002	0	0.003
O	13.067	5.055	18.767	-0.001	-0.008	-0.002
O	11.219	-3.679	23.995	-0.005	0.002	-0.003
O	15.503	9.281	23.119	-0.002	0.007	0.004
O	1.75	-2.254	21.132	0	0	-0.006
O	0.063	-3.444	12.745	0.002	-0.001	0.01
O	16.696	8.512	18.442	-0.002	0	-0.002
O	-2.204	-4.554	9.999	0.001	0.005	0.001
O	15.119	-3.763	24.013	0	-0.009	-0.007
O	2.719	2.906	16.345	-0.004	0.001	0.002
O	12.083	10.473	21.037	-0.002	0	-0.006
O	5.224	7.732	22.556	0.007	0	-0.008
O	3.599	-0.456	16.543	0	0.006	0
O	1.671	7.677	13.296	0.001	0.001	0.007
O	-1.597	3.827	14.541	-0.002	0	0.007
O	5.956	0.259	10.114	0.001	-0.011	-0.006
O	7.586	1.433	15.806	0.001	0	0.004
O	2.228	0.199	10.203	-0.002	-0.004	0.001
O	3.232	6.135	23.254	-0.001	-0.008	-0.004
O	13.279	-0.312	18.652	0.001	0	0
O	7.019	-2.967	16.386	0.001	0	0.002
O	6.012	8.231	18.313	0.002	-0.003	-0.003
O	16.172	-3.523	19.02	0	0	-0.004
O	5.691	10.272	16.662	0	-0.005	0.001
O	11.337	3.862	16.274	0.002	0.001	0.004
O	5.824	5.584	9.411	-0.001	0.009	0.006
O	2.771	-3.633	13.055	-0.006	-0.004	0.006
O	-1.978	-1.936	9.399	0	0.007	0.003
O	3.732	1.15	14.401	0.002	0.007	0.002
O	5.648	5.884	13.905	0	0.002	0.014
O	13.294	8.129	22.605	-0.003	0.004	-0.004
O	12.746	1.571	16.859	0	-0.002	0.004
O	1.706	7.337	16.043	-0.002	-0.001	0.002
O	5.115	-0.858	18.733	0.002	0.001	-0.002
O	-5.55	7.934	12.922	0.001	0.002	0.008
O	6.227	8.326	13.06	-0.002	0.002	0.007
O	9.567	9.915	20.372	0.005	-0.003	-0.002
O	7.68	-3.121	11.517	0.002	-0.002	0.004
O	9.687	2.917	9.865	0	0.005	0.003
O	-1.879	2.391	12.292	0.007	0.002	-0.003
O	13.673	-0.971	21.21	-0.003	-0.002	-0.005
O	11.47	-2.411	20.882	0.001	0.004	-0.009
O	10.042	1.589	16.68	0	0	0.001
O	-5.209	5.717	14.484	-0.002	0.002	0.008
O	2.852	6.52	18.397	0.003	-0.004	0
O	7.43	6.406	23.064	0	-0.003	-0.007
O	0.267	1.701	11.063	0.008	0.006	-0.003
O	5.665	7.832	15.672	0.001	-0.003	0.001
O	15.48	7.787	20.874	0.001	-0.001	-0.004
O	12.496	9.42	16.333	0.002	0.005	0.003
O	11.879	7.137	17.492	0	0	0.001
O	6.747	-0.204	20.734	0.004	0.002	0.003
O	-5.164	8.14	15.515	0	-0.001	0.003
O	1.508	3.252	18.668	0.001	0	-0.003
O	-5.117	-2.76	11.946	-0.004	-0.004	0.004
O	1.429	-0.185	15.016	-0.004	0	0.006
O	0.283	5.761	14.448	0.003	0.001	0.007
O	7.817	1.756	11.362	0.001	-0.001	0.013
O	4.287	3.612	13.504	0.001	-0.001	0.011
O	5.34	1.571	12.28	0.003	0.001	0.009
O	7.369	5.986	18.569	-0.002	0.003	-0.003
O	9.572	-2.296	16.819	0.002	0	0.002

Results
free energy: -270674.967 eV
free energy less fixed offsets of O -568.88, Si -635.61 eV per atom: -11.767 eV

The program warned: the cutoff lies below the one the program advises for these potential files; the forces do not sum to zero within the program's tolerance; the exchange-correlation potential is rough where the density is thin.
